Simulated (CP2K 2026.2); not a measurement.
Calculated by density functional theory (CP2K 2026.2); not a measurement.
Periodic cell of 534 atoms, Si358O176, from a study of silicon, its oxide and their interface. The atomic structure is a simulated model.
Doubt: the forces sum to 2.28 eV/angstrom along one axis rather than to zero, so they err by at least 0.0043 eV/angstrom per atom on average; the grid cutoff is modest.

Settings
functional: PBE
method: Gaussian and plane waves
basis set: DZVP-MOLOPT-SR-GTH
pseudopotentials: GTH-PBE
grid cutoff: 350 Ry, relative cutoff 50 Ry
k points: Gamma only
occupations: fixed
spin: none
net charge: 0

Cell vectors (angstrom)
a	16.4025	0	0
b	0	16.4025	0
c	0	0	35.7512

Atoms and the computed forces on them: element, x, y, z (angstrom), force x, y, z (eV/angstrom)
Si	0.267	16.052	0.476	-0.065	-0.05	-0.155
Si	3.397	2.72	35.648	-0.083	-0.126	0.26
Si	15.823	6.018	35.731	-0.028	-0.17	-0.166
Si	2.356	8.459	35.421	0.08	-0.033	0.009
Si	0.218	10.882	35.533	-0.086	0.126	0.068
Si	1.726	14.17	35.544	-0.214	0.049	-0.019
Si	5.488	0.389	0.233	0.058	0.283	-0.314
Si	8.534	2.584	0.425	0.325	-0.225	-0.315
Si	6.193	4.614	35.602	0.013	0.487	-0.042
Si	8.171	8.15	35.639	-0.005	0.122	0.163
Si	5.989	10.535	35.625	0	-0.083	0.026
Si	8.277	13.788	0.108	0.21	-0.373	0.101
Si	10.767	0.368	0.437	-0.364	0.228	-0.464
Si	13.457	2.933	0.437	0.047	-0.05	-0.601
Si	11.485	5.235	0.329	0.026	-0.11	-0.08
Si	13.68	8.306	0.315	-0.045	0.027	0.032
Si	11.568	10.631	35.489	-0.083	-0.612	0.181
Si	13.319	15.076	35.526	0.384	-0.033	-0.036
Si	1.363	1.306	1.639	-0.055	-0.168	-0.35
Si	4.399	4.093	1.444	0.072	-0.238	-0.33
Si	1.319	6.908	1.17	-0.139	0.096	-0.051
Si	4.141	9.506	1.049	-0.014	0.035	-0.124
Si	1.237	12.389	1.306	0.131	0.024	-0.211
Si	4.198	15.162	1.311	-0.125	-0.066	-0.196
Si	6.988	1.401	1.7	-0.038	-0.108	-0.142
Si	9.755	4.164	1.606	0.275	0.012	-0.318
Si	6.909	6.636	1.203	0.136	-0.16	-0.393
Si	9.782	9.499	1.124	0.005	0.073	-0.196
Si	6.976	12.227	1.307	-0.16	-0.077	-0.022
Si	9.576	15.093	1.546	-0.038	0.107	0.086
Si	12.234	1.516	1.806	0.065	0.143	0.056
Si	15.046	4.263	1.487	0.001	0.138	-0.163
Si	12.486	6.839	1.7	-0.131	-0.062	-0.203
Si	15.147	9.749	1.374	0.061	-0.031	-0.41
Si	12.434	12.401	1.087	0.075	0.313	-0.225
Si	14.876	15.175	1.628	-0.119	-0.08	0.076
Si	0.021	2.824	2.813	-0.063	0.025	0.151
Si	2.848	16.379	2.873	0.024	0.214	-0.046
Si	0.093	8.287	2.705	0.084	0.077	0.051
Si	2.788	5.509	2.58	-0.017	0.054	-0.139
Si	16.29	13.631	2.797	-0.28	0.09	0.171
Si	2.812	10.994	2.539	-0.039	-0.096	-0.107
Si	5.568	2.766	2.947	-0.007	-0.088	0.319
Si	8.229	16.351	2.998	-0.041	-0.137	0.082
Si	5.445	8.09	2.531	0.051	-0.023	-0.061
Si	8.26	5.512	2.795	-0.038	0.059	0.065
Si	5.489	13.611	2.622	0.096	0.011	0.021
Si	8.368	10.854	2.629	0.107	-0.046	-0.07
Si	10.939	2.863	3.126	0.033	-0.023	0.139
Si	13.668	0.134	3.037	0.096	0.087	0.116
Si	10.968	8.228	2.771	-0.145	0.071	0.067
Si	13.81	5.509	3.026	0.046	0.007	0.224
Si	11.054	13.635	2.681	-0.081	0.069	-0.053
Si	13.759	11.117	2.672	-0.065	0.045	0.108
Si	1.462	4.177	4.095	-0.063	-0.113	-0.111
Si	4.163	1.365	4.248	0.172	-0.055	-0.051
Si	1.478	9.654	4.046	-0.092	-0.085	-0.133
Si	4.101	6.848	4.038	0.057	0.055	-0.007
Si	1.36	15.011	4.133	-0.115	0.06	-0.152
Si	4.126	12.29	4.036	0.029	0.018	-0.045
Si	6.93	4.163	4.239	-0.149	-0.016	-0.081
Si	9.567	1.376	4.331	0.015	0.043	-0.018
Si	6.863	9.503	3.951	0.047	0.024	-0.145
Si	9.586	6.9	4.172	0.02	0.049	-0.052
Si	6.785	14.937	4.17	0.093	0.105	-0.033
Si	9.657	12.263	4.069	-0.03	-0.047	-0.038
Si	12.385	4.197	4.38	-0.072	-0.011	-0.03
Si	15.096	1.501	4.283	-0.124	-0.052	-0.002
Si	12.371	9.661	4.057	-0.075	0.006	-0.123
Si	15.172	6.968	4.216	0.069	-0.149	-0.036
Si	12.299	15.021	4.2	0.096	-0.032	-0.051
Si	15.032	12.311	4.239	0.089	-0.032	-0.057
Si	16.401	16.394	11.015	0.015	-0.011	0
Si	2.735	2.721	11.024	-0.001	0.004	0.005
Si	16.386	5.459	10.999	-0.021	0.019	-0.001
Si	2.71	8.193	10.981	-0.016	0.019	-0.01
Si	16.392	10.914	10.976	0.027	0.038	-0.004
Si	2.733	13.647	10.982	0.044	0.017	-0.008
Si	5.479	16.383	10.982	-0.008	-0.006	0.002
Si	8.213	2.724	10.985	-0.02	-0.019	0.013
Si	5.453	5.45	10.994	0.023	0.03	-0.01
Si	8.187	8.194	11.003	0.026	0.02	-0.002
Si	5.456	10.931	10.985	-0.007	0.022	-0.011
Si	8.194	13.671	10.993	-0.027	0	-0.008
Si	10.929	16.402	10.991	-0.013	0.038	0.007
Si	13.658	2.73	10.996	0.043	0.014	0.021
Si	10.933	5.457	10.982	0.024	-0.02	0.002
Si	13.655	8.186	10.998	0.029	0.003	0.01
Si	10.928	10.93	11.01	0.015	0.01	-0.005
Si	13.664	13.657	11.006	0.002	-0.003	0.002
Si	1.35	1.361	12.396	0.006	-0.009	0.013
Si	4.112	4.078	12.389	-0.003	0.007	0.014
Si	1.337	6.83	12.355	0.029	-0.035	-0.003
Si	4.069	9.562	12.332	0.014	-0.005	-0.02
Si	1.336	12.287	12.338	-0.038	-0.065	-0.019
Si	4.106	15.016	12.342	-0.041	0.02	-0.025
Si	6.861	1.341	12.349	-0.001	0.012	0.003
Si	9.586	4.075	12.363	-0.001	0.029	-0.001
Si	6.817	6.805	12.355	-0.053	-0.066	-0.003
Si	9.555	9.558	12.368	-0.032	-0.042	0.012
Si	6.816	12.31	12.343	0.021	0.013	-0.01
Si	9.556	15.052	12.36	0.034	-0.029	0
Si	12.283	1.362	12.367	-0.017	-0.011	0.018
Si	15.009	4.092	12.37	0	-0.029	-0.001
Si	12.291	6.801	12.367	-0.027	0.016	-0.004
Si	15.018	9.551	12.355	-0.033	-0.032	-0.003
Si	12.297	12.291	12.379	0.002	0.026	0.03
Si	15.011	15.035	12.377	0.015	0.009	0.008
Si	16.345	2.721	13.755	-0.039	0.024	0.034
Si	2.736	16.362	13.715	0.076	-0.04	-0.008
Si	16.341	8.158	13.734	-0.001	0.062	0.004
Si	2.69	5.447	13.708	-0.07	0.071	-0.003
Si	16.357	13.628	13.718	0.01	0.05	0.002
Si	2.683	10.908	13.696	0.013	0.015	0.002
Si	5.514	2.693	13.731	0.008	-0.036	0.019
Si	8.216	0.01	13.768	-0.064	0.008	0.042
Si	5.41	8.169	13.68	0.04	0.03	-0.005
Si	8.193	5.427	13.707	0.003	0.023	0.001
Si	5.473	13.677	13.731	0.017	-0.044	0.043
Si	8.163	10.936	13.698	-0.033	0.038	0.002
Si	10.924	2.702	13.773	0.045	-0.027	0.05
Si	13.632	16.4	13.748	0.021	-0.005	0.009
Si	10.913	8.161	13.723	0.06	-0.023	0.019
Si	13.611	5.404	13.761	0.059	-0.006	-0.003
Si	10.925	13.69	13.712	-0.075	0.031	-0.039
Si	13.646	10.888	13.742	0.054	-0.013	0.027
Si	1.316	4.102	15.093	0.107	0.031	-0.031
Si	4.153	1.296	15.067	-0.083	-0.029	-0.026
Si	1.306	9.542	15.072	-0.027	-0.018	0.072
Si	4.035	6.826	15.062	-0.04	-0.051	-0.012
Si	1.333	14.996	15.05	-0.044	0.008	-0.008
Si	4.052	12.293	15.023	0.024	0.02	0.009
Si	6.914	4.026	15.117	0.007	0.069	0.027
Si	9.578	1.352	15.195	-0.034	-0.008	0.04
Si	6.762	9.552	15.014	-0.038	-0.047	-0.043
Si	9.519	6.808	15.079	-0.042	0.081	0.04
Si	6.847	15.042	15.133	0.008	0.033	-0.01
Si	9.539	12.323	15.031	0.071	0.046	-0.055
Si	12.26	4.049	15.19	-0.005	0	0.121
Si	14.938	1.388	15.147	0.033	-0.017	0.038
Si	12.282	9.496	15.108	-0.136	-0.039	-0.033
Si	14.968	6.772	15.107	-0.04	-0.029	0.027
Si	12.27	15.035	15.124	0.02	-0.051	0.071
Si	14.997	12.261	15.115	-0.015	-0.07	0.063
Si	16.344	16.361	16.376	0.044	-0.097	-0.012
Si	2.75	2.687	16.319	0.002	0.002	-0.001
Si	16.321	5.426	16.503	-0.074	-0.004	0.032
Si	2.609	8.14	16.456	0.051	0.084	0.047
Si	16.382	10.903	16.491	0.001	-0.068	0.087
Si	2.712	13.647	16.411	0	-0.099	0.006
Si	5.503	16.4	16.552	0.038	-0.034	0.049
Si	8.283	2.731	16.645	0.075	-0.095	0.115
Si	5.472	5.441	16.307	0.026	-0.008	0.061
Si	8.158	8.257	16.377	-0.061	-0.021	0.028
Si	5.339	10.861	16.36	-0.068	0.016	0.083
Si	8.235	13.665	16.465	0.054	-0.057	0.173
Si	10.956	16.386	16.582	0.023	-0.031	0.031
Si	13.569	2.672	16.671	-0.007	0.15	0.089
Si	10.805	5.41	16.494	0.118	-0.004	-0.019
Si	13.579	8.071	16.51	0.01	0.001	0.218
Si	10.883	10.937	16.355	0.014	0.013	0.016
Si	13.564	13.581	16.472	-0.043	0.285	0.024
Si	1.367	1.332	17.641	0.077	0.038	-0.216
Si	4.201	3.986	17.632	0.136	-0.097	-0.221
Si	1.272	6.764	17.881	-0.095	0.226	0.045
Si	3.916	9.561	17.805	-0.081	0.142	0.088
Si	1.415	12.283	17.843	0.086	0.008	0.109
Si	4.037	14.999	17.809	0.026	-0.119	0.072
Si	6.942	1.302	17.996	0.072	-0.09	-0.049
Si	9.655	4.106	18.141	-0.17	0.033	0.051
Si	6.776	6.855	17.65	-0.02	0.017	-0.157
Si	9.425	9.748	17.728	-0.018	0.019	-0.09
Si	6.745	12.231	17.619	-0.016	0.177	-0.075
Si	9.7	14.922	17.957	-0.296	-0.003	-0.045
Si	12.176	1.316	18.161	0.073	0.003	0.086
Si	15.043	4.051	17.977	-0.194	0.107	-0.045
Si	11.987	6.841	17.898	-0.097	0.085	-0.223
Si	14.981	9.461	17.795	0.023	-0.084	-0.092
Si	12.161	12.193	17.856	-0.079	-0.099	-0.168
Si	14.969	14.986	17.729	-0.021	-0.032	-0.197
Si	0.051	2.575	19.105	0.168	0.144	0.324
Si	2.678	0.057	19.062	-0.033	-0.018	0.102
Si	16.276	8.18	19.313	-0.035	-0.112	0.002
Si	2.762	5.245	18.897	-0.069	-0.048	0.289
Si	16.36	13.668	19.054	0.141	0.141	0.14
Si	2.636	10.892	19.404	0.044	-0.041	0.211
Si	5.556	2.79	19.205	-0.132	0.093	0.263
Si	8.295	16.191	19.355	0.003	0.088	-0.101
Si	5.347	8.152	18.981	-0.131	-0.179	0.278
Si	8.067	5.625	19.144	-0.088	0.006	0.277
Si	5.402	13.49	19.019	-0.104	-0.104	-0.024
Si	7.977	10.985	19.135	0.136	0.224	0.215
Si	11.025	2.813	19.866	-0.324	-0.341	-0.209
Si	13.688	16.216	19.266	-0.139	-0.185	0.127
Si	10.644	8.373	19.088	0.051	0.092	0.232
Si	13.816	5.11	19.781	0.374	0.08	0.056
Si	10.94	13.496	19.438	-0.086	-0.18	0.297
Si	13.561	10.795	19.095	-0.037	-0.268	0.235
Si	1.778	3.644	20.317	-0.043	-0.038	0.006
Si	3.973	1.536	20.384	-0.043	0.087	0.275
Si	0.859	9.793	20.744	-0.071	0.412	-0.494
Si	4.161	6.532	20.191	-0.062	0	0.061
Si	0.965	15.432	20.319	-0.19	0.094	0.234
Si	4.501	11.936	20.573	-0.073	-0.295	-0.166
Si	6.486	4.59	20.555	0.125	0.117	0.063
Si	8.912	0.879	21.41	-0.074	-0.256	-0.096
Si	6.644	9.532	20.323	-0.15	-0.071	-0.024
Si	8.981	7.387	20.431	-0.37	0.129	-0.1
Si	7.032	14.486	20.296	-0.065	0.324	0.007
Si	8.356	12.63	20.893	-0.045	-0.294	-0.16
Si	13.042	3.477	21.384	0.428	-0.597	-0.188
Si	15.143	1.189	20.487	0.355	-0.471	-0.025
Si	12.274	9.316	20.484	-0.196	0.136	-0.152
Si	14.654	7.139	20.751	0.136	0.167	0.108
Si	12.843	14.327	20.549	0.35	-0.013	0.249
Si	15.077	12.108	20.243	0.154	0.005	0.26
Si	1.828	14.29	25.015	-0.211	0.091	0.25
Si	0.988	4.862	23.148	0.389	-0.266	-0.002
Si	14.823	6.118	23.597	-0.147	0.093	0.155
Si	2.285	7.65	22.549	0.244	0.088	-0.21
Si	14.585	4.461	29.184	0.162	-0.156	0.107
Si	1.86	11.582	24.1	0.088	-0.041	0.428
Si	6.062	0.23	22.327	-0.014	-0.124	-0.028
Si	8.455	0.158	26.476	0.074	0.052	0.078
Si	7.592	4.722	23.528	-0.215	-0.068	0.102
Si	4.007	2.976	27.014	-0.042	-0.005	0.015
Si	16.178	8.527	28.985	-0.091	-0.097	-0.008
Si	7.562	12.636	23.982	0.101	-0.031	0.248
Si	12.401	14.608	23.542	0.002	-0.116	0.378
Si	12.892	4.833	23.58	0.147	0.227	0.34
Si	10.108	6.563	23.18	-0.296	0.274	-0.095
Si	11.092	9.5	23.453	0.087	0.174	0.089
Si	2.693	12.146	28.554	-0.051	-0.01	-0.073
Si	13.372	0.446	31.015	-0.128	-0.021	-0.053
Si	15.697	14.913	31.375	-0.098	0.116	-0.092
Si	4.95	0.674	28.894	0.128	0.114	0.087
Si	15.283	7.787	26.277	-0.045	0.162	0.267
Si	1.105	3.075	25.584	0.084	-0.231	0.149
Si	6.469	10.084	25.661	-0.065	-0.106	0.123
Si	15.924	10.528	25.429	-0.163	-0.018	0.058
Si	6.029	15.21	25.04	0.095	-0.009	0.266
Si	9.205	2.829	25.314	-0.064	-0.136	0.264
Si	9.748	10.036	29.495	-0.067	-0.124	-0.098
Si	3.885	9.183	24.623	0.118	0.053	0.15
Si	10.418	12.357	24.69	0.093	0.139	0.011
Si	13.927	13.484	27.615	-0.026	0.133	-0.037
Si	10.377	3.818	32.145	0.219	-0.17	-0.315
Si	11.176	7.711	31.035	0.072	-0.12	-0.455
Si	13.125	9.654	25.753	-0.041	0.208	0.166
Si	8.119	16.257	29.495	0.023	0.059	-0.041
Si	14.55	3.707	26.219	0.17	-0.161	0.318
Si	15.055	14.647	24.945	0.032	0.1	0.213
Si	14.989	15.964	28.797	0.105	0.171	-0.101
Si	14.304	7.11	30.875	-0.103	-0.178	-0.134
Si	3.664	14.815	27.151	0.013	0.185	0.048
Si	0.737	12.611	33.014	0.073	0.065	-0.064
Si	16.18	11.603	28.188	0.098	-0.015	0.041
Si	10.391	0.359	24.198	-0.066	0.004	0.245
Si	3.348	11.515	31.554	-0.043	0.008	0.006
Si	15.55	0.949	26.213	0.112	-0.146	0.137
Si	8.792	5.259	26.89	0.004	0.137	0.118
Si	7.809	10.859	31.828	-0.13	0.068	-0.3
Si	3.426	7.244	32.656	0.223	0.079	-0.126
Si	2.744	13.682	22.371	0.066	0.175	-0.01
Si	3.29	2.294	31.16	-0.237	-0.068	-0.121
Si	9.02	14.69	31.919	0.213	0.182	-0.227
Si	13.436	3.301	31.744	-0.094	-0.092	-0.164
Si	11.403	11.641	27.45	-0.018	-0.091	0.018
Si	6.641	7.028	29.621	0.2	-0.12	0.004
Si	0.652	3.554	30.616	-0.043	-0.116	-0.236
Si	15.677	5.179	32.769	-0.165	-0.138	-0.405
Si	2.839	7.826	29.517	0.085	-0.049	-0.187
Si	5.82	4.929	25.838	0.066	0.016	-0.044
Si	5.611	12.425	33.13	0.074	0.114	-0.209
Si	4.156	4.29	33.252	0.037	-0.196	-0.069
Si	4.384	5.612	28.233	0.014	0.02	-0.043
Si	5.437	8.991	31.803	0.059	0.063	-0.172
Si	9.977	6.421	33.707	0.013	-0.126	-0.081
Si	6.972	14.822	34.284	-0.217	0.286	-0.064
Si	9.869	12.17	33.531	-0.134	0.184	-0.417
Si	4.018	9.695	27.417	0.104	-0.05	0.037
Si	0.708	1.109	32.229	-0.052	0.049	-0.176
Si	10.282	0.845	31.338	0.055	0.062	-0.079
Si	9.324	5.598	29.917	-0.036	0.018	-0.033
Si	15.276	0.693	34.699	0.297	-0.017	0.153
Si	8.307	8.197	27.278	-0.047	0.032	0.074
O	14.335	15.729	34.35	-0.071	0.023	-0.202
O	16.088	13.443	32.014	-0.041	-0.296	0.346
O	0.496	4.704	31.778	0.344	0.074	0.216
O	3.113	3.61	34.304	-0.248	-0.106	0.055
O	14.698	7.203	35.28	0.154	-0.325	0.404
O	16.245	5.333	34.274	0.015	-0.004	0.174
O	4.343	3.209	32.022	0.225	0.287	0.381
O	2.504	7.779	33.89	-0.281	0.019	0.523
O	16.289	11.647	34.057	-0.069	-0.468	0.528
O	1.301	9.701	35.121	0.072	-0.012	0.235
O	1.811	11.653	32.161	-0.253	-0.084	-0.125
O	1.545	13.697	33.956	-0.038	-0.09	0.277
O	4.428	1.478	35.31	0.14	-0.136	0.048
O	1.923	2.174	0.316	-0.027	-0.061	0.237
O	7.454	3.535	35.265	-0.202	0.076	0.32
O	5.511	4.718	34.072	0.209	-0.055	0.18
O	4.882	5.993	26.691	-0.117	-0.079	-0.174
O	5.857	8.152	30.468	-0.068	0.047	-0.032
O	8.686	7.236	34.317	0.052	0.213	0.291
O	7.077	9.335	35.173	-0.054	0.036	0.172
O	5.482	11.186	34.188	-0.218	-0.078	-0.149
O	6.867	9.608	32.23	-0.049	-0.171	0.094
O	6.832	12.181	32.022	-0.067	0.225	0.284
O	5.749	13.785	33.99	-0.196	-0.243	0.101
O	9.654	1.472	35.439	-0.103	-0.178	0.578
O	11.879	15.903	35.259	0.229	-0.362	-0.068
O	14.252	1.918	35.133	0.251	-0.169	-0.052
O	12.408	4.001	35.379	-0.08	0.15	0.853
O	11.089	6.304	34.882	0.269	0.3	-0.022
O	7.737	9.141	26.081	0.152	-0.01	-0.188
O	11.23	11.388	34.024	0.101	-0.204	0.069
O	10.039	15.921	32.247	0.027	-0.129	0.065
O	9.837	13.302	32.296	-0.09	-0.007	0.287
O	12.637	9.334	35.188	-0.017	0.039	0.352
O	10.617	11.249	28.823	-0.087	0.248	0.132
O	13.024	13.435	35.578	-0.371	-0.363	0.176
O	14.21	2.169	21.493	-0.66	0.486	-0.006
O	15.271	8.275	30.305	0.229	0.193	-0.133
O	4.702	0.903	21.727	0.079	-0.016	-0.149
O	2.845	2.58	21.025	-0.238	-0.084	-0.651
O	1.501	6.414	23.274	-0.032	0.012	0.364
O	1.376	8.96	22.108	-0.233	0.186	0.042
O	6.231	5.275	24.292	0.109	0.259	-0.264
O	3.05	7.201	21.195	0.066	-0.11	0.056
O	2.089	12.694	25.289	-0.077	-0.145	-0.043
O	1.995	14.617	21.301	-0.006	-0.264	0.032
O	4.141	13.022	21.816	0.151	-0.141	-0.103
O	3.106	10.554	24.22	-0.103	0.154	-0.288
O	7.298	4.356	21.98	-0.134	-0.152	-0.09
O	9.553	16.016	25.397	0.114	-0.14	-0.087
O	9.704	0.211	22.709	0.031	-0.113	-0.247
O	11.675	13.28	24.194	0.226	-0.029	-0.107
O	5.523	10.653	21.065	0.24	0.034	-0.09
O	5.247	5.605	21.047	-0.007	-0.055	-0.456
O	9.922	6.607	21.557	-0.015	-0.305	-0.014
O	7.782	8.45	21.076	0.047	0.16	-0.068
O	10.003	12.896	20.767	0.323	0.314	-0.842
O	6.347	15.186	21.641	-0.396	-0.015	0.117
O	7.734	12.199	22.401	0.139	0.096	-0.295
O	7.08	11.426	24.976	0.186	0.282	0.013
O	11.426	5.672	23.602	0.422	-0.47	-0.065
O	9.805	2.153	20.866	0.454	0.297	-0.299
O	1.212	4.455	21.607	-0.446	0.016	0.309
O	16.296	0.085	21.152	0.202	-0.019	-0.43
O	11.564	9.776	21.914	-0.094	-0.01	-0.244
O	10.389	10.884	23.967	-0.026	-0.201	-0.111
O	12.428	5.775	19.118	0.106	-0.039	-0.004
O	13.289	8.079	20.854	0.344	-0.29	-0.223
O	12.126	14.79	21.958	0.053	-0.103	0.065
O	14.016	14.424	23.715	0.013	0.062	0.037
O	16.075	10.984	21.075	0.057	0	-0.039
O	14.023	13.188	21.015	-0.537	0.129	-0.219
O	2.255	15.168	26.338	-0.125	-0.048	-0.208
O	15.924	15.007	29.747	-0.074	0.115	0.093
O	0.48	1.549	25.46	0.114	-0.019	-0.141
O	2.805	14.618	23.728	0.349	-0.122	-0.052
O	14.119	4.422	27.63	-0.36	0.354	-0.274
O	15.144	7.149	22.359	-0.058	0.235	-0.23
O	1.841	12.357	22.674	-0.092	-0.011	-0.136
O	1.657	3.794	24.211	-0.122	0.142	-0.282
O	13.761	8.35	26.477	-0.119	0.156	0.091
O	14.307	10.685	25.271	-0.006	0.01	-0.309
O	16.201	3.965	26.092	-0.032	0.172	0.007
O	1.095	12.303	28.834	-0.049	0.058	0.277
O	5.764	16.36	23.913	-0.137	0.262	-0.216
O	4.767	14.752	25.96	0.212	0.168	-0.223
O	7.373	1.19	21.985	-0.193	0.285	-0.007
O	8.466	1.801	26.371	-0.164	0.063	0.235
O	16.186	4.05	29.314	0.015	-0.095	-0.05
O	10.426	1.97	24.599	0.044	0.039	0.125
O	5.517	10.289	27.013	0.059	-0.067	0.088
O	7.237	4.823	26.657	0.07	-0.136	0.033
O	3.454	8.024	23.611	-0.171	-0.097	-0.129
O	15.818	7.443	27.786	-0.196	-0.188	0.045
O	9.052	13.155	24.375	0.004	0.175	-0.33
O	5.51	9.384	24.532	-0.097	0.097	-0.047
O	11.838	16.005	24.211	0.146	-0.04	-0.206
O	14.566	13.626	26.121	0.031	-0.143	-0.057
O	9.136	5.002	28.439	0.076	-0.061	-0.139
O	15.225	6.653	25.123	-0.227	-0.183	-0.211
O	10.169	8.153	23.628	-0.078	-0.241	0.257
O	8.741	5.868	23.755	0.012	0.288	-0.013
O	10.681	9.188	30.539	0.015	0.132	0.237
O	12.377	9.2	24.4	0.19	0.005	-0.174
O	9.064	0.986	30.237	-0.05	0.176	0.065
O	4.219	10.106	31.655	-0.054	-0.113	0.173
O	14.193	0.718	29.624	-0.062	0.008	0.032
O	10.375	12.146	26.305	-0.227	-0.136	-0.038
O	14.886	12.525	28.517	-0.109	0.04	0.074
O	4.179	1.344	30.176	0.117	0.232	0.244
O	15.787	4.803	23.385	0.04	-0.252	0.099
O	3.434	13.395	27.875	-0.131	0.058	0.33
O	4.125	15.759	28.397	-0.185	-0.181	0.172
O	14.529	4.027	32.687	-0.043	-0.194	0.026
O	2.442	2.869	26.53	-0.112	0.019	0.015
O	16.269	8.97	25.742	0.128	-0.053	0.061
O	0.025	11.524	26.594	-0.143	0.183	-0.309
O	0.414	15.939	31.966	0.212	-0.061	-0.131
O	0.378	10.916	24.121	-0.056	0.165	-0.207
O	15.87	10.083	28.655	0.079	0.098	0.165
O	6.57	13.881	24.277	-0.031	-0.019	-0.231
O	7.032	15.887	26.124	-0.355	-0.006	0.057
O	8.117	3.321	24.202	-0.055	0.075	-0.482
O	9.737	4.193	26.064	0.126	-0.006	-0.459
O	3.517	8.768	26.166	-0.139	0.088	-0.149
O	3.926	8.847	28.808	0.08	0.063	0.019
O	8.469	10.673	30.326	-0.227	0.131	0.177
O	2.94	10.89	27.56	-0.195	-0.023	-0.224
O	11.759	0.502	30.673	0.111	0.086	-0.121
O	7.755	14.953	32.88	0.027	-0.041	0.013
O	14.117	15.465	31.596	-0.159	-0.062	0.265
O	10.187	2.195	32.267	-0.121	0.043	0.293
O	11.998	4.014	32.054	-0.048	0.17	0.002
O	13.471	4.13	25.036	-0.237	-0.043	-0.197
O	13.714	3.466	30.139	-0.058	-0.062	-0.045
O	9.604	4.269	30.791	-0.173	-0.001	0.176
O	14.262	5.944	29.746	0.022	0.224	-0.028
O	10.615	6.6	29.964	-0.001	-0.043	-0.115
O	12.165	10.323	26.872	-0.035	-0.113	-0.146
O	8.761	16.081	28.001	0.127	-0.236	-0.111
O	13.822	15.001	28.187	-0.031	0.013	-0.243
O	15.926	0.276	27.666	0.001	-0.131	-0.007
O	14.858	16.21	25.316	-0.039	0.234	0.135
O	2.24	3.276	30.325	0.024	-0.066	0.074
O	0.038	2.108	31.106	-0.066	0.014	-0.031
O	14.985	6.568	32.254	-0.101	0.188	0.061
O	9.289	9.061	28.257	0.34	-0.102	-0.152
O	14.411	2.092	26.409	0.003	0.041	-0.191
O	0.242	14.454	24.615	0.146	-0.26	0.082
O	3.313	14.582	35.735	0.413	0.415	0.58
O	1.352	8.391	29.283	0.135	-0.088	0.259
O	3.053	6.412	28.725	0.084	-0.018	-0.155
O	3.488	5.633	32.646	0.122	-0.016	0.176
O	13.535	1.695	32.067	-0.017	0.063	0.044
O	3.377	11.876	29.986	0.177	-0.03	0.196
O	6.321	16.267	34.646	-0.02	-0.015	0.195
O	2.964	7.669	31.136	0.131	0.187	0.274
O	4.771	1.654	27.589	0.113	-0.079	-0.122
O	6.52	0.309	29.324	-0.16	0.099	-0.104
O	4.967	3.529	25.802	-0.043	-0.174	-0.264
O	8.978	10.934	32.943	0.011	-0.104	0.009
O	4.208	12.63	32.352	-0.073	0.153	0.082
O	9.285	12.87	34.873	0.249	0.09	0.102
O	4.908	7.913	32.905	0.001	0.005	0.242
O	5.592	5.824	29.31	-0.041	-0.183	0.033
O	4.03	4.034	28.25	-0.277	-0.138	0.118
O	2.332	1.368	32.157	-0.086	0.058	-0.084
O	16.329	1.387	33.631	-0.393	-0.153	-0.031
O	10.551	7.325	32.483	-0.125	0.193	0.277
O	7.97	6.423	30.376	-0.236	-0.093	0.01
O	9.04	6.873	26.613	0.137	-0.016	-0.155
O	7.063	7.677	28.187	-0.008	0.115	-0.247
O	12.439	12.857	27.699	0.061	0.157	0.152
O	8.412	14.873	30.378	-0.09	-0.245	-0.048
O	9.751	4.829	33.282	-0.384	0.127	0.108
O	12.801	7.69	31.113	0.1	0.045	0.025
Si	0.045	0.017	5.544	-0.008	0.006	-0.036
Si	2.758	2.771	5.521	0.042	-0.01	0.021
Si	0.101	5.517	5.522	0.058	0.162	-0.001
Si	2.782	8.24	5.447	0.011	0.016	-0.074
Si	0.058	10.927	5.494	-0.012	0.011	-0.015
Si	2.756	13.637	5.472	-0.034	-0.015	-0.07
Si	5.497	16.359	5.571	-0.03	0.02	0.005
Si	8.21	2.766	5.635	-0.011	-0.031	0.057
Si	5.465	5.519	5.497	0.017	-0.032	-0.036
Si	8.176	8.24	5.488	-0.005	-0.07	-0.029
Si	5.512	10.896	5.385	-0.008	0.019	-0.085
Si	8.238	13.602	5.476	-0.025	-0.029	-0.057
Si	10.953	16.373	5.597	-0.035	-0.01	0.073
Si	13.714	2.782	5.678	0.093	0.008	0.049
Si	10.938	5.565	5.598	0.036	0.007	0.023
Si	13.705	8.294	5.499	0.037	0.034	-0.029
Si	10.988	10.938	5.501	0.015	0.079	-0.075
Si	13.668	13.68	5.576	0.026	0.023	0.039
Si	1.406	1.389	6.904	-0.04	-0.015	-0.003
Si	4.123	4.134	6.888	0.015	-0.039	-0.024
Si	1.44	6.887	6.878	-0.041	-0.095	0.011
Si	4.149	9.581	6.827	-0.009	-0.041	-0.019
Si	1.396	12.297	6.871	0.006	0.004	-0.006
Si	4.097	14.998	6.885	0.013	0.065	0.027
Si	6.834	1.356	6.935	0.011	-0.012	0.019
Si	9.59	4.153	6.948	0.018	-0.058	-0.004
Si	6.827	6.872	6.878	-0.023	0.033	0.01
Si	9.574	9.586	6.856	-0.003	0.002	-0.014
Si	6.848	12.247	6.829	0.068	-0.021	-0.015
Si	9.555	14.988	6.899	0.007	0.079	-0.024
Si	12.324	1.358	6.953	0.056	-0.049	-0.023
Si	15.123	4.171	6.938	-0.067	-0.046	0.005
Si	12.344	6.923	6.904	-0.091	0.005	0.004
Si	15.079	9.602	6.889	0.007	-0.049	0.015
Si	12.308	12.298	6.918	-0.002	-0.009	-0.013
Si	15.061	15.05	6.91	-0.031	0.033	-0.043
Si	0.037	2.745	8.287	0.014	0.002	0.01
Si	2.75	16.391	8.263	0.014	0.006	-0.006
Si	0.023	8.209	8.244	-0.032	-0.017	-0.008
Si	2.754	5.487	8.263	0.028	0.048	0.01
Si	0.023	13.661	8.254	0.017	0.024	-0.002
Si	2.763	10.921	8.22	-0.014	0.032	-0.009
Si	5.46	2.739	8.27	-0.017	-0.029	0.003
Si	8.207	16.378	8.264	0.012	0.029	0.01
Si	5.464	8.22	8.251	0.046	0.005	0.019
Si	8.183	5.502	8.271	-0.005	-0.038	-0.004
Si	5.482	13.623	8.22	-0.025	0.033	-0.027
Si	8.206	10.926	8.247	-0.006	0.002	0.001
Si	10.948	2.746	8.279	-0.022	0.012	0.009
Si	13.693	16.392	8.298	0.002	0.018	0.026
Si	10.929	8.236	8.262	0.051	-0.001	0.001
Si	13.695	5.516	8.26	0.056	0.024	-0.006
Si	10.929	13.649	8.279	0.005	-0.008	0.007
Si	13.688	10.938	8.268	0.009	0.045	0.005
Si	1.394	4.114	9.65	-0.002	-0.02	0
Si	4.102	1.363	9.639	0	0	0.01
Si	1.379	9.574	9.602	0	-0.025	-0.028
Si	4.108	6.845	9.631	-0.013	-0.05	-0.009
Si	1.371	15.035	9.632	-0.02	0.025	-0.004
Si	4.104	12.287	9.604	0.005	-0.04	-0.01
Si	6.835	4.102	9.63	-0.003	0	-0.006
Si	9.574	1.361	9.616	0.027	-0.009	0.021
Si	6.836	9.569	9.626	-0.001	-0.021	-0.01
Si	9.568	6.851	9.631	-0.017	-0.012	-0.002
Si	6.829	15.008	9.604	0.011	0.017	0.005
Si	9.558	12.29	9.638	0.005	0.031	0
Si	12.326	4.119	9.616	-0.001	-0.033	0.008
Si	15.053	1.374	9.646	-0.026	-0.003	0.01
Si	12.305	9.579	9.638	-0.031	-0.007	0.003
Si	15.055	6.856	9.631	-0.017	-0.016	0.009
Si	12.3	15.023	9.639	-0.003	-0.009	0.005
Si	15.043	12.309	9.628	-0.021	-0.015	0

Results
total energy: -115450.735 eV
total energy less fixed offsets of O -438.35, Si -107.03 eV per atom: 15.605 eV
